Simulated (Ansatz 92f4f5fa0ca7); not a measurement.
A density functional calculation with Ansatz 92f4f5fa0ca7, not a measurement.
Periodic cell of 237 atoms, Si146O90B1, from a study of silicon, its oxide and their interface. The atomic structure is a simulated model.
Doubt: the cutoff is low for norm-conserving oxygen, so forces and energies are approximate.
Doubt: the program's own warning below bears on the result.

Settings: functional HSE06; potential files SPMS norm-conserving; basis plane waves; wave-function cutoff 800 eV; density cutoff ratio 4; exchange-correlation grid ratio 1; k mesh 1 x 1 x 1, Gamma-centred; occupations fixed; spin none; net charge -1 e, with a uniform compensating background and no finite-size correction.

Cell vectors (angstrom)
a, 11.6015, 0, 0
b, 0, 10.938, 0
c, 0, 0, 32.0622

Atoms: element, x, y, z (angstrom)
Si, -0.2135, -0.0668, 23.1787
Si, 3.6647, 0.1555, 23.0898
Si, 7.5678, -0.1627, 23.4034
Si, 1.6802, 1.349, 23.3696
Si, 5.7286, 1.3487, 23.1703
Si, 9.4132, 1.2401, 23.1855
Si, 0.1611, 5.2805, 23.4331
Si, 4.1421, 5.2711, 23.3891
Si, 8.0353, 5.5922, 23.53
Si, 2.1672, 6.5527, 23.3614
Si, 5.9663, 6.7502, 23.5058
Si, 10.0118, 6.8402, 23.616
Si, 1.9001, 2.626, 25.3595
Si, 5.8355, 2.6234, 25.2286
Si, 9.636, 2.6404, 25.1812
Si, 11.5955, 3.9743, 25.3646
Si, 3.891, 3.9318, 25.3031
Si, 7.7513, 4.0574, 25.3169
Si, 1.953, 8.1369, 25.1741
Si, 5.7782, 8.1662, 25.3736
Si, 9.7137, 8.2655, 25.4282
Si, 11.6267, 9.5795, 25.213
Si, 3.8541, 9.5626, 25.0668
Si, 7.6929, 9.5182, 25.3888
Si, 11.6455, -0.0224, 27.1814
Si, 3.9005, -0.0689, 27.107
Si, 7.7666, -0.029, 27.2736
Si, 1.9836, 1.2969, 27.2742
Si, 5.8321, 1.3042, 27.1846
Si, 9.6964, 1.3295, 27.164
Si, 11.5875, 5.4486, 27.213
Si, 3.8429, 5.4046, 27.1879
Si, 7.7171, 5.4418, 27.2395
Si, 1.9289, 6.8088, 27.1529
Si, 5.7614, 6.7786, 27.2658
Si, 9.6557, 6.8065, 27.2761
Si, 1.9424, 2.7144, 29.1721
Si, 5.7961, 2.7148, 29.105
Si, 9.6788, 2.7156, 29.1115
Si, 0.0092, 4.0882, 29.1456
Si, 3.8635, 4.0851, 29.1527
Si, 7.7359, 4.08, 29.1646
Si, 1.9379, 8.177, 29.101
Si, 5.7968, 8.1712, 29.1748
Si, 9.672, 8.1797, 29.2003
Si, 0.004, 9.5481, 29.1254
Si, 3.8737, 9.5447, 29.0943
Si, 7.7364, 9.5367, 29.19
Si, -0.0003, -0.0058, 31.0704
Si, 3.8604, -0.0003, 31.0439
Si, 7.7293, 0.0029, 31.0959
Si, 1.9285, 1.3659, 31.1065
Si, 5.7949, 1.3674, 31.0473
Si, 9.667, 1.3618, 31.0659
Si, 0.0093, 5.4642, 31.0778
Si, 3.8697, 5.4726, 31.0843
Si, 7.7417, 5.4604, 31.1062
Si, 1.9375, 6.8398, 31.0585
Si, 5.8061, 6.8286, 31.1105
Si, 9.6778, 6.8255, 31.1333
Si, 1.9302, 2.7522, 0.978
Si, 5.7957, 2.7501, 0.913
Si, 9.6663, 2.7348, 0.951
Si, -0.0124, 4.1115, 0.9496
Si, 3.8646, 4.1205, 0.9667
Si, 7.7395, 4.1121, 0.986
Si, 1.929, 8.2203, 0.9326
Si, 5.7964, 8.2311, 0.9584
Si, 9.6668, 8.2256, 0.9954
Si, -0.0033, 9.5971, 0.97
Si, 3.8588, 9.5969, 0.9458
Si, 7.7359, 9.5878, 0.9754
Si, 11.6093, 0.0438, 2.9133
Si, 3.8549, 0.0343, 2.9003
Si, 7.74, 0.0333, 2.8964
Si, 1.9332, 1.415, 2.9265
Si, 5.8104, 1.3799, 2.826
Si, 9.6604, 1.398, 2.9124
Si, 11.5652, 5.5127, 2.858
Si, 3.8761, 5.5083, 2.9017
Si, 7.7369, 5.5229, 2.9123
Si, 1.9127, 6.8364, 2.8527
Si, 5.8094, 6.8736, 2.8836
Si, 9.6601, 6.9114, 2.9643
Si, 1.9093, 2.8519, 4.8247
Si, 5.8312, 2.7441, 4.7353
Si, 9.5938, 2.8138, 4.8272
Si, 11.5365, 4.1542, 4.7753
Si, 3.9143, 4.1213, 4.8231
Si, 7.7121, 4.2254, 4.8842
Si, 1.8902, 8.1623, 4.7992
Si, 5.8084, 8.274, 4.7855
Si, 9.6628, 8.3343, 4.9078
Si, 11.6342, 9.6693, 4.8839
Si, 3.8192, 9.5038, 4.7771
Si, 7.7238, 9.6918, 4.886
Si, 11.5974, 0.2515, 6.7741
Si, 3.754, -0.0337, 6.6415
Si, 7.71, 0.0755, 6.9057
Si, 2.0526, 1.5261, 6.7612
Si, 5.7136, 1.2962, 6.6103
Si, 9.6457, 1.5422, 6.8273
Si, 11.5244, 5.5204, 6.6936
Si, 3.981, 5.4509, 6.7974
Si, 7.7315, 5.6942, 6.833
Si, 1.9734, 6.6648, 6.6593
Si, 5.8062, 7.0032, 6.7528
Si, 9.7506, 7.0616, 6.9168
O, 9.9831, 8.0005, 8.3044
O, 7.6405, 9.9681, 8.2276
O, 7.3913, 4.7642, 8.1754
O, 3.3694, 10.3581, 8.1889
O, 2.0141, 7.5689, 8.0403
O, 4.0107, 4.5988, 8.2515
O, 9.779, 2.4734, 8.2156
O, 2.6317, 2.3483, 8.1271
O, 11.3979, 4.5866, 8.0606
O, 5.3748, 2.3865, 7.8129
O, 5.801, 8.0126, 8.0904
O, 11.309, 10.3356, 8.1548
O, 11.3442, 9.9789, 21.7644
O, 3.2737, 10.6135, 21.5215
O, 5.7231, 7.7484, 22.1938
O, 4.3249, 4.4852, 21.922
O, 7.6609, 9.618, 22.1829
O, 10.2853, 7.6254, 22.1839
O, 1.6094, 2.4217, 22.1142
O, 5.8858, 2.3625, 21.857
O, 8.4798, 4.73, 22.2008
O, -0.1093, 4.4197, 22.0369
O, 2.3835, 7.3998, 21.9556
O, 8.95, 1.8753, 21.7641
Si, 1.892, 7.8125, 9.6226
Si, 5.0829, 0.5836, 17.7313
Si, 2.5109, 5.4661, 14.0659
Si, 10.5335, 3.9305, 14.0976
Si, 8.3102, 2.3889, 15.3938
B, 9.5234, 2.1748, 20.4139
Si, 10.5104, 3.6741, 9.0688
Si, -0.001, 2.3712, 11.5861
Si, 11.0188, 8.2323, 15.432
Si, 5.1989, 6.9464, 14.0216
Si, 5.7652, 2.663, 11.1478
Si, 8.6112, 7.5424, 19.3791
Si, 8.2652, 4.6793, 20.5812
Si, 5.9704, 9.6179, 15.2408
Si, 2.1283, 7.5497, 20.3569
Si, 1.8427, 4.8012, 18.8229
Si, 4.4275, 3.4229, 18.0178
Si, 8.5304, 9.0052, 16.8983
Si, 0.8354, 9.5291, 13.3025
Si, 9.9015, 10.695, 11.7246
Si, 5.401, 3.664, 20.9833
Si, 0.5935, 5.6049, 16.2835
Si, 10.7654, 9.1805, 9.152
Si, 6.5704, 8.8009, 21.2801
Si, 7.123, 7.1512, 11.5004
Si, 2.6614, 0.788, 12.207
Si, 10.8992, 8.5888, 21.0243
Si, 6.0262, 4.3214, 15.6692
Si, 7.1105, 0.5309, 13.0467
Si, 4.0779, 2.9915, 8.5976
Si, 0.8839, 6.7697, 11.9328
Si, 6.5496, 9.0825, 9.0837
Si, 0.4992, 3.1616, 21.1478
Si, 9.7909, 6.5806, 12.9453
Si, 7.7231, 4.5751, 9.7582
Si, 3.9933, 9.9895, 20.1815
Si, 4.2669, 3.0759, 13.5397
Si, 3.8299, 10.0499, 9.7303
Si, 8.1231, 0.8357, 18.2148
O, 11.4297, 3.2997, 12.8984
O, 9.3488, 4.5108, 9.8681
O, 9.0577, 3.4672, 19.9328
O, 4.0438, -0.0827, 18.8079
O, 11.3585, 4.6264, 15.3015
O, 9.8372, 9.8384, 10.3236
O, 3.7667, 1.5838, 13.1057
O, 0.6449, 9.1481, 14.8721
O, 6.4943, 1.0101, 18.4389
O, 4.6891, 3.1792, 19.6077
O, 6.2858, 1.2592, 11.8221
O, 0.5193, 8.6566, 9.8805
O, 5.5275, 4.3616, 17.2272
O, 8.455, 7.2763, 12.3958
O, 4.4377, 2.6465, 10.157
O, 2.0893, 5.7217, 15.6141
O, 3.3275, 0.1295, 10.8778
O, 5.8978, 7.2347, 12.5652
O, 2.3544, 6.1898, 19.5068
O, 0.6053, 5.0368, 17.7932
O, 8.4175, 10.7241, 12.3932
O, 5.4513, 10.107, 9.7093
O, 0.5884, 8.0303, 20.2003
O, 9.7775, 2.6779, 14.7764
O, 2.0194, 10.6244, 13.2078
O, 9.9801, 9.2025, 16.1878
O, 6.1492, 10.3841, 13.7986
O, 7.5295, 1.5796, 14.211
O, 1.4168, 3.7612, 19.9576
O, 5.9289, 5.7738, 14.9125
O, 7.4156, 9.0353, 15.7152
O, 1.4796, 1.7359, 11.6509
O, 7.1783, 8.328, 10.3738
O, 4.3466, 1.9677, 17.278
O, 7.047, 3.2061, 10.3064
O, 11.5666, 7.0947, 16.4385
O, 8.2848, 10.1772, 17.9544
O, 3.2387, 8.5798, 10.1124
O, 7.5726, 3.8273, 15.6323
O, 3.0129, 4.1858, 17.8882
O, 2.9164, 3.9297, 13.7652
O, 1.3389, 8.2362, 12.4656
O, 1.2412, 5.7073, 13.0892
O, 5.0547, 8.3079, 14.9066
O, 10.9982, 2.1544, 20.5736
O, 10.9978, 10.0421, 12.7314
O, 5.2644, 3.6462, 12.3599
O, 5.1257, 3.1785, 14.9072
O, 6.6195, 4.6208, 20.4751
O, 8.4627, 1.5806, 16.7792
O, 10.3858, 1.2885, 11.4521
O, 10.8772, 6.638, 11.7184
O, 3.2124, 8.6193, 19.7885
O, 1.7015, 6.4705, 10.5426
O, 7.2044, 7.9974, 20.0435
O, 8.4881, 7.6027, 17.7442
O, 3.697, 6.4728, 13.6453
O, 9.5272, 5.0432, 13.4266
O, 5.5427, 9.8607, 20.6379
O, 10.3015, 7.4798, 14.1829
O, 8.857, 6.0133, 19.8395
O, 7.0968, 5.7557, 10.6693
O, 5.3019, 10.5505, 16.4113
O, 9.0727, 1.1685, 19.4455
O, 11.5728, 3.1961, 10.1871
O, 9.7544, 8.6071, 19.8705

Results
free energy: -56927.613 eV
free energy less fixed offsets of B -77.42, O -447.96, Si -113.29 eV per atom: 6.547 eV
gap between the highest filled and lowest empty level on this k mesh: 1.219 eV

The program warned: the cutoff lies below the one the program advises for these potential files; the model core charge is not resolved on the grid; the forces do not sum to zero within the program's tolerance; the exchange-correlation potential is rough where the density is thin.
